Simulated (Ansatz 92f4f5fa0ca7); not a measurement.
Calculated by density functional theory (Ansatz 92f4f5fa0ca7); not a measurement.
Periodic cell of 375 atoms, Si241O134, from a study of silicon, its oxide and their interface. The atomic structure is a simulated model.
Doubt: the cutoff is far below the 930 eV that the study's wrapper takes by default for these files, so forces and energies are approximate.
This geometry differs little from another in the collection (a relaxation step or a small displacement).

Settings: functional PBE; potential files Ansatz PAW; basis plane waves; wave-function cutoff 580 eV; density cutoff ratio 5; exchange-correlation grid ratio 1; k mesh 1 x 1 x 1, Gamma-centred; self-consistency stop 5e-08 eV per atom in the density residual; occupations fixed; spin none; net charge 0.

Cell vectors (angstrom)
a  11.6015  0  0
b  0  13.3963  0
c  0  0  41.9441

Atoms and the computed forces on them: element, x, y, z (angstrom), force x, y, z (eV/angstrom)
Si  0  2.2327  1.1851  -0.0316  -0.0181  0.0381
Si  3.8672  2.2327  1.1851  0.0023  0.0748  0.0181
Si  7.7343  2.2327  1.1851  0.0216  -0.0017  0.0434
Si  1.9336  5.5818  1.1851  0.0078  -0.0213  -0.0418
Si  5.8008  5.5818  1.1851  -0.0129  0.0172  -0.0058
Si  9.6679  5.5818  1.1851  0.0137  -0.0338  0.0306
Si  0  8.9308  1.1851  -0.0779  0.0232  0.1085
Si  3.8672  8.9308  1.1851  0.042  0.0298  -0.0055
Si  7.7343  8.9308  1.1851  -0.0056  0.0068  -0.0227
Si  1.9336  12.2799  1.1851  -0.0089  -0.0622  0.0085
Si  5.8008  12.2799  1.1851  0.0199  0.0185  -0.0434
Si  9.6679  12.2799  1.1851  -0.0042  -0.0363  -0.0529
Si  1.9336  1.1164  1.9745  -0.0331  0.0683  -0.0465
Si  5.8008  1.1164  1.9745  0.002  -0.0861  -0.017
Si  9.6679  1.1164  1.9745  0.0214  -0.0261  0.003
Si  0  4.4654  1.9745  0.0338  0.0482  0.0065
Si  3.8672  4.4654  1.9745  -0.1064  -0.0708  0.0207
Si  7.7343  4.4654  1.9745  -0.0284  0.0083  -0.0089
Si  1.9336  7.8145  1.9745  0.1443  -0.1811  -0.0563
Si  5.8008  7.8145  1.9745  -0.0613  -0.004  0.0014
Si  9.6679  7.8145  1.9745  -0.0134  0.0372  -0.0075
Si  0  11.1635  1.9745  -0.0436  0.1369  0.0095
Si  3.8672  11.1635  1.9745  -0.0249  0.0744  -0.0023
Si  7.7343  11.1635  1.9745  0.0214  0.0541  0.0055
Si  1.9336  1.1164  4.3426  -0.101  0.2076  0.6264
Si  5.8008  1.1164  4.3426  0.0868  -0.2588  0.1441
Si  9.6679  1.1164  4.3426  0.0326  -0.063  0.2882
Si  0  4.4654  4.3426  0.0049  0.1061  0.2145
Si  3.8672  4.4654  4.3426  -0.0629  -0.2217  -0.309
Si  7.7343  4.4654  4.3426  -0.1556  0.0712  0.1023
Si  1.9336  7.8145  4.3426  0.3516  -0.4215  0.7868
Si  5.8008  7.8145  4.3426  0.0486  -0.0853  -0.7455
Si  9.6679  7.8145  4.3426  0.1298  0.1107  -0.0979
Si  0  11.1635  4.3426  -0.08  0.3022  -0.2827
Si  3.8672  11.1635  4.3426  -0.0398  0.2435  -0.3532
Si  7.7343  11.1635  4.3426  0.0992  0.1581  -0.2794
Si  0  0  37.6035  -0.325  -0.1947  -0.334
Si  3.8672  0  37.6035  -0.0019  -0.041  0.3636
Si  7.7343  0  37.6035  0.2304  -0.1799  -0.2999
Si  1.9336  3.3491  37.6035  -0.3481  0.1835  0.2784
Si  5.8008  3.3491  37.6035  0.2433  -0.1497  0.0757
Si  9.6679  3.3491  37.6035  0.1194  -0.1039  -0.5857
Si  0  6.6981  37.6035  0.0517  -0.1886  -0.076
Si  3.8672  6.6981  37.6035  -0.2332  0.0412  0.5318
Si  7.7343  6.6981  37.6035  0.0983  -0.1504  0.3213
Si  1.9336  10.0472  37.6035  -0.3009  0.014  -0.3021
Si  5.8008  10.0472  37.6035  0.2393  0.3746  0.2745
Si  9.6679  10.0472  37.6035  0.11  0.3055  -0.3246
Si  0  0  39.9717  -0.1314  -0.1055  0.0118
Si  3.8672  0  39.9717  0.0034  0.0191  -0.0262
Si  7.7343  0  39.9717  0.0841  -0.0594  -0.0016
Si  1.9336  3.3491  39.9717  -0.1391  0.0887  0.0227
Si  5.8008  3.3491  39.9717  0.0889  -0.0247  0.0077
Si  9.6679  3.3491  39.9717  0.0613  -0.0477  0.0409
Si  0  6.6981  39.9717  0.0229  -0.0978  0.0114
Si  3.8672  6.6981  39.9717  -0.1046  0.0186  -0.0058
Si  7.7343  6.6981  39.9717  0.0295  -0.0708  0.0005
Si  1.9336  10.0472  39.9717  -0.1138  0.0121  0.0132
Si  5.8008  10.0472  39.9717  0.1069  0.181  0.0024
Si  9.6679  10.0472  39.9717  0.0125  0.1214  0.0464
Si  0  2.2327  40.761  0.0303  0.0266  -0.0212
Si  3.8672  2.2327  40.761  -0.0081  -0.072  -0.035
Si  7.7343  2.2327  40.761  -0.023  0.0003  -0.0384
Si  1.9336  5.5818  40.761  0.0049  0.0106  0.0775
Si  5.8008  5.5818  40.761  0.0018  0.0073  0.0122
Si  9.6679  5.5818  40.761  -0.0132  0.0467  -0.0103
Si  0  8.9308  40.761  0.048  -0.0037  -0.0588
Si  3.8672  8.9308  40.761  -0.0184  -0.0443  -0.0406
Si  7.7343  8.9308  40.761  -0.0156  -0.009  -0.0143
Si  1.9336  12.2799  40.761  0.0168  0.0568  -0.022
Si  5.8008  12.2799  40.761  -0.0226  -0.0308  0.0491
Si  9.6679  12.2799  40.761  0.0046  0.0283  0.0546
Si  2.0841  -5.9453  30.5737  0.0012  0.0043  0.0042
Si  5.3762  -1.6172  31.1881  -0.0005  0.0016  -0.0029
Si  12.0469  -3.354  25.1181  0.0002  0.0002  -0.0001
Si  4.0331  8.4523  31.5142  0.0001  -0.0067  -0.0028
Si  2.6404  3.2984  30.4627  0.0009  -0.005  -0.0054
Si  13.4088  9.7502  20.3816  -0.0007  0.0007  0.0006
Si  -4.4856  13.2185  23.7353  0.0006  -0.0005  0.0007
Si  7.0465  2.8878  23.2129  0.0002  -0.0026  0.0009
Si  12.3692  2.0672  31.2643  -0.0018  -0.0011  -0.0021
Si  -3.6117  4.3787  29.537  0.0011  -0.0008  0.0033
Si  4.2235  15.3316  31.5677  0.0015  0.0012  0.003
Si  5.7569  12.1576  33.587  0.0001  -0.0011  0.0037
Si  -5.6797  -0.2903  27.7527  0.0028  0.0016  -0.0002
Si  -1.0789  0.1578  28.2002  -0.0016  -0.0005  -0.0006
Si  4.521  7.0619  23.663  -0.0019  -0.0066  0.001
Si  -2.906  6.6084  25.3775  -0.0006  -0.0002  0.0003
Si  5.2511  6.3989  31.7522  -0.0162  -0.003  0.0035
Si  15.2908  3.2178  16.7043  -0.0001  0.0003  -0.0005
Si  -2.2625  6.6372  31.3842  -0.0057  -0.0025  0.0044
Si  2.8449  13.2938  31.6329  0.001  -0.0007  0.0003
Si  11.5712  8.8311  33.5952  0.0013  0.0001  0.0041
Si  2.4595  8.0678  25.4951  -0.0022  0.0016  0.0021
Si  1.5496  17.5511  27.8159  -0.0011  -0.0007  0.0015
Si  7.2563  7.8921  31.5222  0.0056  0.0046  -0.0025
Si  0.0126  2.2167  33.5442  -0.0014  -0.0016  0.0027
Si  3.8266  2.2504  33.8531  -0.0015  -0.0035  -0.0034
Si  6.9248  0.0225  30.4927  0.0009  -0.0023  -0.005
Si  2.0972  5.532  33.5951  -0.0021  -0.0018  -0.0057
Si  10.5945  10.1244  29.0917  -0.0007  0.0023  -0.0006
Si  9.6451  5.6754  33.5812  -0.0015  -0.0007  -0.003
Si  -4.9369  15.553  31.5021  -0.0018  0.0031  -0.0043
Si  3.8296  8.9684  33.7875  -0.0021  -0.0028  0.0017
Si  7.6374  8.809  33.7131  -0.0016  -0.0028  -0.0018
Si  2.024  12.3996  33.6928  0.0002  0  0.0005
Si  5.7329  8.8352  27.9518  0.0007  0.001  0.0035
Si  9.6282  12.263  33.2269  -0.0005  -0.001  -0.0021
Si  1.8628  1.1684  34.5842  0.0011  0.0009  -0.0015
Si  5.7438  1.0141  34.495  -0.002  -0.0027  0.0002
Si  9.6143  1.0796  34.2281  0.0024  -0.0004  -0.0005
Si  0.0326  4.49  34.2621  0.0036  0.0019  0.0002
Si  3.8899  4.4506  34.6332  0.0021  0.0018  -0.0034
Si  7.7336  4.5076  34.4179  0.0001  0.0013  -0.0006
Si  1.9179  7.7584  34.4442  0.0022  0.0008  -0.0014
Si  5.7272  7.8651  34.6793  0.0019  0.0002  -0.0048
Si  9.6364  7.8296  34.5347  -0.0026  0.0003  -0.001
Si  -0.0019  11.1831  34.1728  -0.001  0  -0.0006
Si  3.8459  11.1857  34.5458  0.001  0.0027  -0.0007
Si  7.7589  11.123  34.2773  -0.0008  -0.0015  0.0003
Si  1.9267  1.1254  36.8963  -0.0009  -0.0017  -0.0001
Si  5.7981  1.0905  36.8424  0.001  -0.0017  -0.0021
Si  9.6619  1.108  36.7064  -0.0008  0.0003  0
Si  0.0026  4.4743  36.7209  0.0003  -0.0013  -0.0017
Si  3.8665  4.4604  36.9297  -0.0001  -0.0013  0
Si  7.7396  4.4717  36.7979  -0.0004  -0.0008  -0.0016
Si  1.9305  7.8046  36.813  -0.0005  0.0005  -0.0017
Si  5.7953  7.8263  36.9593  -0.0025  -0.0026  0.0031
Si  9.6646  7.8217  36.8668  0.0015  0.0001  -0.0007
Si  -0.0026  11.1661  36.6808  0.0009  -0.0014  0
Si  3.8681  11.1595  36.8744  -0.0005  -0.0006  -0.0001
Si  7.744  11.1594  36.7273  0.0005  0.0003  -0.0022
Si  -0.0038  0.0033  5.2069  0.0009  0  0.0012
Si  3.8639  -0.0036  5.152  -0.0002  -0.0014  0.001
Si  7.742  -0.0131  5.1673  -0.001  -0.0006  -0.0014
Si  1.9257  3.3914  5.2193  -0.0001  0.0001  0.0004
Si  5.7831  3.3304  5.1122  0.0005  0.001  0.0004
Si  9.665  3.3613  5.1394  0.0006  0.0004  0.0013
Si  -0.0222  6.7071  5.1648  -0.0007  -0.0001  -0.0002
Si  3.9847  6.6203  5.2125  0.0019  -0.002  -0.002
Si  7.7274  6.7313  5.0892  0.0001  -0.0001  -0.002
Si  1.9306  10.0526  5.0457  0.0003  0.0011  0.0005
Si  5.7966  10.0419  5.0309  0.0004  0.0007  0.0022
Si  9.6718  10.062  5.093  -0.0002  -0.0003  0.0019
Si  -0.0573  0.051  7.6388  -0.0035  0.0011  -0.0015
Si  3.8077  0.0076  7.5371  0.0005  0.0033  -0.0031
Si  7.698  -0.0023  7.5623  0.0035  0.0023  -0.0009
Si  1.8225  3.5052  7.6628  -0.0012  -0.0006  -0.0007
Si  5.6122  3.4897  7.467  -0.0024  -0.0001  -0.0024
Si  9.5613  3.4298  7.5092  -0.003  -0.0023  -0.0018
Si  -0.3268  6.7914  7.5425  -0.0015  0.0003  -0.0003
Si  5.1011  5.9128  7.3532  -0.0008  0.0002  -0.0004
Si  7.3534  6.8544  7.4042  -0.0008  -0.0002  0.0002
Si  1.8009  10.1675  7.3471  0.0008  -0.0002  -0.0014
Si  5.7167  10.0957  7.3319  0.0023  -0.0006  -0.0043
Si  9.6147  10.1701  7.431  0.0027  0.0018  -0.0038
Si  -0.0838  2.3339  8.3573  0.0034  -0.0007  -0.0035
Si  3.7589  2.2597  8.3225  0.001  -0.0009  0.0039
Si  10.7607  -1.9442  13.8367  -0.003  -0.0008  -0.0019
Si  1.3443  5.6751  8.7866  -0.0017  -0.0009  0.0026
Si  3.4098  6.9162  8.662  -0.001  0.0019  0.0033
Si  9.2245  5.6766  8.2763  0.0003  0.0013  -0.0018
Si  -0.0693  9.0649  8.2544  -0.0009  -0.0014  0.0025
Si  3.7241  9.2295  8.2462  0.0001  -0.0016  -0.0017
Si  7.6638  9.1095  8.1892  -0.0048  -0.0001  0.003
Si  1.888  12.2787  8.3567  -0.001  -0.0016  0.0022
Si  5.9009  11.366  10.5008  0.0002  0.0009  0
Si  9.6447  12.2916  8.5262  0.0016  -0.0024  0.003
Si  -3.5141  2.0407  10.5176  0.0004  -0.0053  0.0016
Si  3.7098  1.9319  10.6784  -0.0052  -0.0056  -0.0041
Si  2.3081  7.4539  18.513  0.0016  -0.0021  -0.0012
Si  1.6795  2.0231  14.3163  -0.0009  -0.0033  0.0003
Si  3.9737  9.959  10.5123  -0.0035  -0.004  0.0029
Si  7.4351  7.7044  11.2066  -0.0029  -0.001  0.006
Si  -4.3131  5.4698  19.0099  -0.003  -0.0009  0.0002
Si  5.7545  12.2421  8.2746  -0.0005  -0.0037  -0.0009
Si  9.1262  5.8773  10.647  0.0007  -0.0005  -0.0001
Si  3.672  12.5336  16.4662  0.0026  0.0001  0.0009
Si  7.8244  9.9139  10.4666  0.004  0  -0.0039
Si  11.9043  8.0366  12.1141  -0.0002  -0.0007  0.0028
Si  4.5593  4.6608  12.0319  -0.001  0.0027  0.001
Si  0.2197  3.9687  12.3294  -0.0006  -0.0062  0.007
Si  5.2051  -2.5498  18.4752  0.0011  -0.0002  0.001
Si  4.223  -2.0837  21.3738  0.0004  -0.0004  -0.0006
Si  -0.2968  2.1929  10.7334  0.0007  -0.0052  0.0041
Si  9.4161  3.5263  14.0143  -0.001  -0.0024  0.001
Si  7.6064  2.2971  8.2172  0.0024  0.0003  -0.0014
Si  6.3442  13.3189  14.9591  0.0008  -0.0034  -0.0003
Si  5.2014  4.3759  24.8991  0.0013  -0.0023  0.0009
Si  5.4543  7.7853  18.14  0.0005  0  -0.0011
Si  1.6756  10.7159  15.3924  -0.0002  -0.001  0
Si  10.2278  8.6217  14.7635  -0.0019  -0.0011  -0.0007
O  11.9379  23.231  21.0868  0.001  -0.0016  -0.0016
O  27.1862  4.2844  20.3572  -0.0005  -0.0001  -0.0003
O  22.2712  41.8995  27.7668  0.0004  0.0008  0.0004
O  -6.4353  10.3357  22.2709  -0.0003  -0.0012  -0.0001
O  8.1506  9.9504  16.7744  0.0007  -0.0006  0.0004
O  11.3897  -18.5649  15.8689  -0.0002  -0.0009  -0.0004
O  -5.9498  12.7451  24.282  -0.0009  -0.0015  -0.0009
O  9.9266  13.4859  29.7299  0.0011  -0.0013  -0.0019
O  -14.1618  16.8175  28.7469  -0.0001  -0.0013  -0.0012
O  -4.6211  1.2785  23.0431  -0.0005  -0.0001  -0.0007
O  -12.5893  14.6867  16.4156  -0.0012  -0.0017  0.0018
O  14.0874  13.976  19.9646  -0.0007  -0.0008  -0.0012
O  13.8393  -5.194  20.0114  -0.0002  -0.0015  0.0006
O  2.8954  20.0352  14.7009  -0.0008  0  -0.0003
O  -19.4827  12.0591  30.9114  -0.0009  0.0043  0.0021
O  5.1752  2.5342  17.0024  0.0012  -0.0013  -0.0005
O  14.0532  3.1682  28.7783  0.0002  -0.0007  0.0023
O  0.679  25.8971  18.2324  0  -0.0016  -0.0013
O  18.803  14.4431  18.141  -0.0011  0.0002  -0.0016
O  22.1749  -8.9567  13.3233  0.0033  0.0008  -0.0028
O  34.5432  22.7775  30.3306  -0.0002  -0.0008  0
O  20.0053  -18.6553  24.8977  -0.0001  -0.0009  -0.0007
O  -16.1636  9.1393  27.0058  0.0002  -0.0006  -0.0016
O  11.0798  -10.9159  30.3044  0.0036  -0.0039  0.0039
Si  11.5475  21.5761  17.5241  -0.0002  0  0.001
Si  10.6507  21.3908  27.0954  0.0014  -0.0021  -0.0024
Si  -3.1815  8.9649  21.3642  0.0008  0.0021  0.0004
Si  20.0707  13.5639  18.726  0  -0.0022  -0.0001
Si  1.7231  19.3145  23.5561  -0.0003  0.0002  -0.0024
Si  6.2298  5.7941  27.2461  0.0001  -0.0012  0.0003
Si  -0.1305  21.4478  31.3248  0.0018  -0.0031  -0.0055
Si  -3.218  12.2087  26.1992  0  0.0004  0.0005
Si  9.1111  12.3944  30.6819  -0.003  0.001  0.0052
Si  12.58  3.8975  24.7059  -0.0009  -0.0024  -0.0002
Si  11.0518  14.5  14.8604  0.0016  0.0018  -0.0023
Si  2.0809  11.4867  10.6434  -0.0015  -0.0014  0.001
Si  14.6802  15.5989  23.8145  -0.0002  -0.0025  0.0008
Si  -7.0872  -0.1489  25.3384  0.0009  -0.0008  0.0004
Si  22.3118  1.8829  17.9207  0.0008  -0.0016  0.0006
Si  15.323  0.922  21.0191  0.0001  -0.0007  0.0006
Si  7.5446  8.6707  15.9801  -0.001  0.001  -0.0019
Si  9.4858  6.631  19.4302  -0.0004  -0.0021  -0.0002
Si  2.8436  8.1481  14.0531  0.0024  -0.002  -0.0009
Si  4.1674  5.5972  14.8236  0.0017  0.001  -0.0002
Si  -8.9929  17.7912  19.4389  0  -0.0008  -0.001
Si  0.2344  9.8396  10.5071  0.007  -0.0018  -0.0043
Si  6.1191  13.3859  11.7269  -0.0018  0.004  -0.0013
Si  13.352  20.5595  28.292  -0.0004  0  -0.0011
Si  8.5428  3.7056  16.9677  -0.0007  -0.0021  -0.0012
Si  5.3765  16.8033  20.5625  0  -0.0025  0.0013
Si  12.5138  10.9179  17.7553  0  -0.001  0.0033
Si  13.6487  13.8415  11.6782  0.0068  0.0034  -0.0063
Si  19.1758  22.808  25.4892  0.0006  -0.0004  0.0007
Si  -3.859  -1.887  16.9096  0.0002  -0.0011  -0.0002
Si  3.7708  -2.2027  27.4159  0.0002  -0.0011  -0.0015
Si  8.5129  11.8527  21.2906  0.0005  -0.0003  0.0009
Si  -1.7161  11.0956  10.7465  -0.0041  0.0049  0.0011
Si  5.8194  9.0137  22.9983  0.0005  0.0011  -0.0004
Si  5.8014  7.9029  13.9147  -0.0011  -0.001  0.0004
Si  3.032  32.2402  31.3355  0.0123  0.003  0.0118
Si  5.74  5.6561  33.9043  -0.0019  -0.002  -0.0011
Si  10.5971  16.3654  28.8102  -0.0008  -0.0011  -0.0041
Si  7.589  15.6463  33.6625  -0.001  0.0015  0.0015
Si  5.8341  9.4739  30.3284  0.0009  -0.0004  0.0011
Si  23.8879  11.3607  27.8067  0.0014  -0.0002  -0.0005
Si  23.3075  18.4746  21.1867  0.0014  0  0.0017
Si  10.8524  10.3421  22.2065  -0.0007  0.0003  0.0004
Si  -3.9052  17.4675  11.6097  -0.002  0.0013  0.0008
Si  29.9892  2.0897  16.9101  0.0001  -0.0026  0.0004
Si  11.6805  5.919  10.9628  0.0016  0.0022  -0.0066
Si  1.6864  13.8017  18.528  0.0002  -0.0015  0.0008
Si  -1.7522  17.694  23.5478  -0.0009  -0.0012  0.0009
Si  4.4071  7.4441  10.6524  -0.0008  0.001  -0.002
O  -16.6309  -22.7208  19.6094  0.0002  0.001  -0.0004
O  5.4989  9.2803  18.7928  0  -0.0011  0
O  -6.4788  4.8216  26.4861  -0.0007  -0.0011  -0.0018
O  21.4214  14.4275  18.9737  0.0007  0.0007  -0.0006
O  2.4617  36.0751  15.1717  -0.0009  0.0005  0.0016
O  -20.8157  21.4888  27.1139  0  -0.0009  -0.0007
O  9.7009  1.8652  10.7909  -0.0011  0.0026  -0.0017
O  -10.1084  42.7132  23.9728  0.0001  -0.0005  -0.0008
O  14.8024  -20.4152  22.9425  0.0009  0.0001  0.0001
O  -9.3188  19.2527  18.8113  -0.0006  -0.0013  0.0003
O  20.8  32.5148  24.0906  0.0002  -0.0008  -0.0003
O  30.1018  5.0443  28.5267  -0.0002  0.0002  -0.0005
O  19.2428  25.5498  22.6318  0.0001  -0.0012  -0.001
O  14.3875  37.332  21.4102  -0.0004  -0.0011  0.0005
O  -0.8594  -0.4784  14.5468  -0.0007  -0.0004  0.0009
O  -9.3222  11.0325  28.0632  -0.0014  -0.001  -0.0006
O  -3.5703  17.127  13.1926  0.0014  -0.0011  0.001
O  -6.0742  47.3764  27.7932  -0.0009  0.0002  -0.0004
O  23.3406  7.326  28.0926  -0.0019  -0.0003  -0.001
O  9.9258  23.6443  14.6026  0.0004  0.0006  0.0006
O  -3.4204  13.2797  24.9817  -0.0003  -0.0008  -0.0003
O  2.3136  14.2663  13.2896  0.0009  -0.0014  0.0022
O  15.7004  11.1913  17.3145  -0.0012  -0.0009  -0.0011
O  9.6827  9.2061  22.3798  -0.0005  -0.0017  -0.0011
O  12.9752  16.7777  13.3935  -0.0008  0.0031  -0.0028
O  8.8305  21.3205  15.2852  0.0007  -0.0007  0
O  -0.0082  17.5589  28.3302  0.0004  0.0004  -0.0015
O  19.3763  18.4531  17.4921  0.0003  0.0016  -0.0009
O  22.3254  21.461  13.2994  0.0007  -0.0002  -0.0018
O  6.3419  36.418  24.4397  -0.0009  -0.0013  -0.0017
O  15.592  -5.6614  25.0757  0.0018  -0.0007  -0.0017
O  17.7204  17.9356  11.5729  0.0011  -0.001  -0.0001
O  -13.8242  10.9778  29.8385  0.0019  -0.0045  -0.0033
O  21.5218  16.7413  17.8756  0  -0.0001  -0.0006
O  12.0091  24.6609  26.1843  0.0002  -0.0006  0
O  3.4666  14.2681  24.6578  -0.0007  -0.0005  -0.0009
O  14.4727  -10.011  18.14  0  -0.0011  -0.0002
O  14.8785  15.3261  22.2253  0.0001  -0.0008  -0.0009
O  4.7231  25.5543  28.3572  -0.0016  -0.0005  0.0014
O  44.6149  33.5064  26.5629  0  -0.0008  0.0003
O  -10.0563  3.7668  26.2412  0.0006  -0.001  0.0002
O  0.4715  -12.5728  11.3039  -0.005  0.0048  -0.0013
O  1.4568  6.947  24.8199  0.0007  -0.002  -0.0015
O  -0.2844  9.7848  17.97  0.0003  -0.0016  -0.0008
O  13.5904  10.4699  18.9202  -0.0008  -0.0003  -0.0019
O  -7.2581  8.5016  13.4548  -0.0013  0.0005  0
O  7.0829  21.8229  22.1222  -0.0005  -0.002  -0.0005
O  20.4964  12.4057  17.6282  -0.0003  -0.0002  -0.0004
O  5.0145  14.5328  11.3098  0.0014  -0.001  0
O  18.0672  3.3749  24.6594  -0.0005  -0.0006  -0.0004
O  -5.5258  16.9145  22.0486  -0.0003  -0.0003  -0.0015
O  18.9698  6.0145  26.097  -0.0001  -0.0007  -0.0012
O  -1.4854  -1.6707  21.6793  -0.0001  -0.0012  -0.0005
O  15.6094  -22.0456  16.1935  0.0001  -0.0014  -0.0001
O  13.8022  19.0283  27.9598  0.0006  -0.0015  -0.0013
O  10.1663  11.655  12.3244  0  -0.0011  -0.0002
O  15.4831  30.3289  24.3785  -0.0002  0.0007  -0.0002
O  16.3776  24.9012  19.868  0  -0.0005  -0.001
O  36.2207  27.3119  30.9709  0.0025  0.0017  -0.0007
O  0.4277  12.9275  28.1919  0  -0.0004  0
O  -0.679  17.2496  24.7092  0.0005  -0.0008  -0.0005
O  11.2106  8.8017  25.7879  -0.0003  -0.0018  0.0003
O  18.1  22.4852  14.7952  0.0006  -0.0002  0.0016
O  18.5907  1.3471  15.4422  0.0002  0.0012  0.001
O  18.634  12.1032  27.1054  0.0004  -0.0025  -0.0008
O  4.487  -3.6676  27.3428  -0.0008  -0.0011  -0.0025
O  -1.322  20.6893  18.111  -0.0001  -0.0001  -0.0005
O  5.4463  32.5419  24.0168  -0.0008  0.0022  -0.0017
O  12.2838  15.1116  18.3785  -0.0006  -0.0004  -0.0005
O  29.8375  0.5729  28.9166  -0.0006  -0.0012  0.002
O  32.8151  26.0984  27.1386  0.0004  -0.0013  -0.0006
O  -8.709  27.0316  17.4093  0.0003  -0.0003  -0.001
O  5.2689  27.4334  26.5787  -0.0003  -0.0013  -0.0009
O  -7.7667  7.6282  17.8007  -0.0009  -0.0004  0.0006
O  18.9182  12.095  15.4449  0  0.0001  -0.0006
O  17.6401  19.9717  19.0931  0.0014  -0.0023  0.0009
O  13.5943  9.5268  24.923  0.0006  -0.0017  -0.0007
O  6.5265  25.0138  17.9757  -0.0008  -0.0003  0.0002
O  8.1306  26.3824  20.204  -0.0002  -0.0009  -0.0003
O  0.7861  6.159  22.2192  0.0002  -0.0013  0
O  24.9892  34.9574  12.8252  -0.0017  0.0006  -0.0015
O  17.118  33.324  14.7743  -0.0009  -0.0019  0.0005
O  3.7302  25.3319  25.9435  -0.0006  -0.0011  0.0002
O  4.0704  19.5949  11.7217  0.0005  -0.0036  0.0016
O  25.9381  2.4508  15.5538  0.0004  -0.0001  -0.001
O  -4.4553  16.8623  30.5945  -0.0005  -0.002  0.0008
O  20.7501  -9.3221  15.5055  0.0006  -0.0009  0.0007
O  21.5658  1.9791  13.9751  -0.0007  -0.0008  -0.0001
O  -0.8679  5.8463  20.1386  0.001  -0.0011  -0.0004
O  -2.9879  30.0945  23.2036  0.0009  -0.0006  -0.0005
O  -4.9884  34.5662  16.9749  0.0003  -0.0016  0
O  3.6901  -9.9029  11.2808  0.0005  0.0015  0.0017
O  19.1383  0.6363  11.2118  0.0011  0.0009  -0.0022
O  8.0602  -16.3884  20.6681  0.0001  -0.002  0.0001
O  -3.0212  -2.6836  25.5566  -0.0002  -0.0012  -0.0003
O  4.302  17.8775  13.6337  0.0002  -0.0025  -0.0015
O  8.9036  -5.4963  20.2629  0  0.0005  -0.0009
O  9.8452  -4.3341  28.0622  -0.0017  -0.0012  0.0013
O  4.9206  13.2377  15.7417  -0.0007  0  -0.0002
O  12.3087  10.9063  14.0542  0.0024  -0.0013  -0.0015
O  -14.2439  5.4962  30.2343  0.0001  -0.0002  -0.0005
O  14.2972  11.994  15.2798  -0.0009  -0.0009  -0.0011
O  11.5095  10.5572  23.6769  0  -0.0014  -0.0008
O  -0.9155  4.2275  22.1374  -0.0007  -0.0011  -0.0016
O  15.7151  -0.4922  21.788  0.0004  -0.0015  -0.0003
O  6.0489  7.382  10.3191  0.0019  0.0005  -0.0004
O  6.8703  34.3117  12.7538  0.0039  -0.0007  -0.0052
O  16.5423  1.811  20.2981  0.0003  0.0002  -0.0007
O  1.2629  17.5594  20.4114  -0.0002  -0.0006  -0.0002
O  6.1463  -0.1564  13.359  0.0003  -0.0015  0.0028

Results
free energy: -229398.590 eV
free energy less fixed offsets of O -568.88, Si -635.61 eV per atom: 13.340 eV

The program warned: the cutoff lies below the one the program advises for these potential files; the exchange-correlation potential is rough where the density is thin.
